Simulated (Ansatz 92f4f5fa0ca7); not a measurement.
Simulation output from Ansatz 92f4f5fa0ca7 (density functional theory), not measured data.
Periodic cell of 215 atoms, Si132O82P1, from a study of silicon, its oxide and their interface. The atomic structure is a simulated model.
Doubt: the cutoff is far below the 930 eV that the study's wrapper takes by default for these files, so forces and energies are approximate.
This geometry differs little from another in the collection (a relaxation step or a small displacement).

Settings
functional: PBE
potential files: Ansatz PAW
basis: plane waves
wave-function cutoff: 580 eV
density cutoff ratio: 5
exchange-correlation grid ratio: 1
k mesh: 1 x 1 x 1, Gamma-centred
self-consistency stop: 5e-08 eV per atom in the density residual
occupations: fixed
spin: none
net charge: +1 e, with a uniform compensating background and no finite-size correction

Cell vectors (angstrom)
a  10.938  0  0
b  0  10.938  0
c  0  0  31.5432

Atoms and the computed forces on them: element, x, y, z (angstrom), force x, y, z (eV/angstrom)
Si  10.4362  0.5724  24.3423  0.0012  0.0018  0.0134
Si  6.0451  10.5006  24.1486  0.0029  -0.0029  0.0169
Si  2.1304  3.2448  24.0834  0.0005  0.002  0.0178
Si  8.703  2.2555  24.3066  -0.0008  -0.0036  0.0166
Si  0.5026  5.0526  24.1648  0.0044  -0.0037  0.0194
Si  5.0567  5.8908  24.1954  -0.0018  0.0031  0.0165
Si  3.3988  7.6473  24.1594  0.0002  -0.0014  0.0156
Si  7.8319  8.8254  23.9931  -0.0057  0.0003  0.0185
Si  1.3418  1.4802  25.4616  0.0042  -0.0047  -0.0087
Si  6.9227  1.2965  25.5028  -0.0051  0.0046  -0.0118
Si  4.0274  4.1  25.3272  0.0007  -0.0019  -0.0061
Si  9.6706  4.0926  25.4229  -0.0017  0.0049  -0.0108
Si  1.5016  6.8122  25.3712  -0.0038  0.002  -0.0084
Si  6.8977  6.9472  25.2484  0.0022  -0.0016  -0.0056
Si  4.2328  9.5292  25.3451  -0.0011  0.002  -0.0061
Si  9.5279  9.6401  25.4398  0.0027  -0.0068  -0.0119
Si  2.7827  0.0045  26.6424  -0.002  -0.0008  -0.0012
Si  8.2264  -0.0283  26.9463  -0.0022  -0.0028  0.0428
Si  0.0174  2.7696  26.9211  0.0001  -0.0004  0.0399
Si  5.4519  2.7333  26.6642  0.0015  0.0006  -0.0032
Si  2.7624  5.438  26.8388  0.0054  0.0024  0.0269
Si  8.2312  5.5205  26.6312  -0.0023  -0.0014  -0.0015
Si  0.0437  8.2094  26.6501  0.001  0.0005  -0.0021
Si  5.5541  8.1998  26.7996  -0.0016  -0.0029  0.0197
Si  4.1126  1.3666  28.0712  0.0006  -0.0017  -0.0033
Si  9.5962  1.3689  28.2433  -0.0005  0.003  -0.0278
Si  1.3979  4.1205  28.2399  -0.0081  0.0004  -0.0222
Si  6.8408  4.1297  28.0226  -0.0026  0.0049  -0.0048
Si  4.1573  6.8243  28.1478  0.0008  -0.0052  -0.0244
Si  9.6049  6.8478  28.0543  0.0004  0.0016  -0.0054
Si  1.3951  9.5886  28.0443  0.0018  0.0004  -0.0043
Si  6.8489  9.5384  28.2457  0.0127  0.0096  -0.0222
Si  0.0552  -0.0224  29.5256  -0.0029  0.0045  0.0047
Si  5.448  0.0179  29.4983  0.0029  -0.006  0.0055
Si  2.7718  2.7057  29.5241  -0.0029  0.0038  0.005
Si  8.1732  2.7673  29.48  0.0081  -0.0062  0.0059
Si  -0.0078  5.5041  29.5043  0.0068  -0.0058  0.0051
Si  5.5108  5.4479  29.4994  -0.001  0.0068  0.0023
Si  2.7457  8.2161  29.4505  0.0035  -0.0027  0.0057
Si  8.2588  8.1621  29.5265  -0.0086  0.0038  0.0043
Si  1.3974  1.3551  30.9047  0.0057  -0.0049  0.001
Si  6.8192  1.3823  30.8542  -0.0073  0.0045  -0.002
Si  4.1318  4.0891  30.8791  0.0043  -0.0069  -0.0014
Si  9.5599  4.1134  30.8409  -0.0058  0.0068  0.002
Si  1.377  6.8623  30.8471  -0.0068  0.0063  -0.0013
Si  6.8708  6.8046  30.8871  0.0057  -0.0067  0.0006
Si  4.085  9.5826  30.8447  -0.0045  0.0068  0.0008
Si  9.6068  9.55  30.8894  0.0049  -0.006  -0.0015
Si  2.7478  -0.026  0.7266  0.0031  -0.0034  0.0062
Si  8.1907  -0.0043  0.6667  -0.0008  0.0029  0.0052
Si  -0.0215  2.7455  0.6743  -0.0041  0.0008  0.0037
Si  5.4734  2.7192  0.7218  0.0024  0.0012  0.0075
Si  2.7285  5.4731  0.6715  -0.0004  0.0016  0.0032
Si  8.2233  5.4311  0.7188  -0.0007  -0.0002  0.0056
Si  0.0288  8.1874  0.7246  0.0017  -0.004  0.0073
Si  5.4675  8.214  0.6521  -0.0001  -0.0008  0.0017
Si  4.117  1.3406  2.0841  -0.0044  -0.0001  -0.0063
Si  9.5326  1.3727  2.0322  0.0058  -0.0028  0.0027
Si  1.331  4.1304  2.0479  -0.0008  -0.0037  0.0012
Si  6.8735  4.0527  2.0878  0.0004  0.0048  -0.0011
Si  4.0843  6.8778  2.0261  0.0035  0.005  0.0041
Si  9.6051  6.7813  2.0756  -0.007  -0.0005  -0.0034
Si  1.3826  9.5477  2.0961  -0.001  0.0046  -0.0063
Si  6.8104  9.5697  2.0568  -0.0055  -0.0018  -0.0005
Si  -0.0577  -0.0196  3.3571  0.0074  0.0134  0.001
Si  5.4734  -0.0155  3.4969  0.0036  0.0032  0.005
Si  2.6982  2.7314  3.3525  0.0072  -0.004  0.0047
Si  8.1947  2.6735  3.5096  -0.0098  0.0022  0.0007
Si  -0.0036  5.4597  3.5297  -0.0033  0.0093  0.0071
Si  5.4588  5.4749  3.3247  0.0038  -0.0141  0.0101
Si  2.7426  8.188  3.4968  -0.0035  -0.0072  0.0023
Si  8.2198  8.1772  3.3707  0.028  0.0127  0.0109
Si  1.2888  1.364  4.6908  -0.0072  -0.0008  -0.0258
Si  6.8428  1.2969  4.9281  0.0017  0.0009  0.0021
Si  4.0725  4.1293  4.6782  -0.005  0.0064  -0.0078
Si  9.5251  4.0709  4.8841  0.0011  -0.0002  -0.0012
Si  1.3586  6.8672  4.9102  0.0036  0.0019  -0.0005
P  6.8427  6.7974  4.6647  -0.0125  -0.0013  -0.0208
Si  4.1199  9.5476  4.8788  0.0039  -0.0058  0.002
Si  9.5587  9.5496  4.7779  -0.0109  -0.0044  -0.0083
Si  2.6299  0.0284  6.118  0.0093  -0.0073  0.0088
Si  8.2258  -0.1239  6.2865  -0.0016  -0.0039  0.0047
Si  -0.0359  2.6564  6.2106  -0.0039  0.0017  0.0153
Si  5.3758  2.7494  6.0905  0.0037  -0.0108  -0.0047
Si  2.7342  5.4266  6.1649  0.009  0.0039  0.0088
Si  8.0796  5.4647  6.1664  0.0163  -0.0046  0.0151
Si  0.0151  8.3026  6.2559  -0.0052  -0.0158  -0.006
Si  5.5954  8.1123  6.1262  0.0001  0.0049  0.0233
Si  3.4645  1.9334  7.1934  -0.0073  0.0057  -0.015
Si  10.0252  0.8342  7.4847  -0.0003  0.0013  -0.0297
Si  1.7548  3.6472  7.3664  0.0062  -0.0047  -0.0314
Si  6.1888  4.5112  7.3919  0.0025  0.0147  -0.0249
Si  4.6292  6.2912  7.2597  -0.0077  -0.0025  -0.0384
Si  9.176  7.2102  7.3346  -0.0083  0.0097  -0.0318
Si  0.9026  10.1669  7.5391  -0.0059  0.0031  -0.0161
Si  7.4306  8.8972  7.4961  -0.0078  -0.0073  -0.0436
O  4.6092  6.6793  8.8601  -0.0089  0.0108  0.0348
O  1.3678  3.9589  8.9476  -0.0062  0.0116  0.0287
O  9.7049  6.5007  8.7315  0.0086  -0.0116  0.0331
O  1.303  10.1272  9.1621  0.0105  -0.0018  0.0202
O  6.0889  4.2441  9.0298  0.0015  -0.0135  0.0297
O  3.6839  1.6278  8.7839  0.0142  -0.0086  0.0293
O  7.0941  8.9592  9.122  -0.0095  0.0131  0.0407
O  9.6496  1.0767  9.0763  -0.0099  0.0048  0.0282
O  8.2348  2.5392  22.755  -0.0096  0.007  -0.0236
O  10.995  5.5519  22.6524  -0.0051  0.0104  -0.0228
O  5.6271  0.0938  22.6468  -0.008  0.013  -0.021
O  5.3007  5.3917  22.6391  0.0094  -0.0071  -0.0233
O  2.1536  2.7968  22.4858  0.0041  -0.0121  -0.0231
O  3.3307  7.8553  22.5135  -0.0082  0.0053  -0.019
O  8.3849  8.7376  22.4219  0.012  -0.0027  -0.0207
O  -0.1559  11.2259  22.7636  0.0096  -0.0086  -0.0193
Si  2.1528  2.9738  12.8911  -0.0049  0.0018  0.004
Si  8.6742  1.3072  10.3616  -0.006  -0.0058  -0.0087
Si  1.0589  4.4953  15.3518  0.0033  -0.0024  0.0022
Si  7.5508  5.5842  12.2118  -0.006  0.0004  0.0036
Si  2.4156  8.1789  21.2073  0.0036  -0.0067  0.0028
Si  5.4064  7.7874  12.4702  0.0035  -0.0002  -0.0009
Si  9.2668  0.4527  15.494  0.0037  0.0022  -0.0001
Si  2.9124  -0.044  16.661  0.004  0.0005  0.005
Si  10.4626  1.1629  12.6046  -0.0001  -0.0013  0.0053
Si  7.7642  2.8283  21.2348  0.003  -0.0067  0.0004
Si  9.1172  8.7782  14.4458  0.0049  -0.0037  0.0046
Si  1.485  4.7777  10.3594  -0.005  0.0009  -0.0123
Si  4.4842  9.4808  19.1347  0.0012  0.0017  -0.0014
Si  11.0751  6.0958  21.1161  0.0029  0.0003  0.0018
Si  6.6108  10.4458  14.8421  0.0006  -0.0012  0.0094
Si  5.3887  0.7295  21.1725  0.0043  -0.0071  -0.0002
Si  2.3391  9.814  10.4024  0.003  0.0079  -0.0051
Si  0.4325  10.6313  21.3877  -0.0068  0.005  -0.0018
Si  5.8529  5.252  21.1234  -0.0037  0.0023  0.0048
Si  3.6525  7.097  10.096  0.002  -0.0078  -0.0158
Si  9.0404  5.6854  14.8543  -0.004  -0.0019  0.0028
Si  3.6552  4.0834  19.0927  0.0005  -0.0055  0.0017
Si  10.0314  3.6583  19.3239  -0.0026  0.0028  -0.0025
Si  4.2502  8.6658  15.3586  0.003  -0.0006  0.0001
Si  0.4523  1.912  17.1615  -0.0017  0.0019  0.0014
Si  6.7926  7.5315  19.2517  0.0014  0.0015  -0.0042
Si  5.2577  3.62  16.7454  0.0001  -0.0008  0.0021
Si  7.7812  5.0064  17.5347  0.0023  0.0036  -0.0001
Si  6.6406  9.9246  10.3682  -0.0009  -0.0021  -0.0169
Si  4.3717  1.0608  10.1187  0.0011  0.0047  -0.0086
Si  -0.0539  9.0906  11.8872  0.005  -0.0045  0.0043
Si  9.1033  8.6295  20.9417  -0.0011  0.0041  0.0006
Si  4.5514  1.6665  14.5827  -0.0046  0.0013  0.0044
Si  2.4472  2.0827  21.0455  -0.0057  0.0026  0.0036
Si  6.3385  3.3446  10.3785  -0.0031  0.0042  -0.01
Si  3.432  5.9125  16.7318  0.0005  -0.0015  0.0026
Si  9.8794  6.5415  10.3528  0.0032  -0.0065  -0.0105
O  0.1222  2.6238  18.5896  0.0031  -0.0039  0.0012
O  2.9208  9.6315  15.5805  -0.001  -0.0002  -0.0051
O  10.8607  4.801  20.1516  -0.0035  -0.0091  -0.0011
O  7.5729  2.4036  9.9119  0.0035  -0.0025  0.0014
O  10.9488  5.3719  10.7974  -0.0008  -0.0004  -0.0056
O  6.5908  6.7383  12.857  0.0009  0.0015  -0.0084
O  10.321  8.0783  10.7293  0.0045  0.0131  0.0009
O  7.6535  9.4524  13.9856  -0.0019  0.0012  -0.0065
O  8.4234  6.2177  10.9896  -0.0121  -0.0057  0.0019
O  5.3552  10.4788  20.0767  -0.004  -0.0075  0.0005
O  2.179  3.7498  11.4325  0.0054  -0.0122  0.0074
O  7.9742  8.544  19.7643  -0.0072  -0.0027  -0.0005
O  6.2032  6.7321  20.5534  0.0028  0.0047  0.0026
O  5.5078  2.7129  15.4119  0.0004  0.0014  -0.003
O  1.3042  0.9267  20.7062  0.0019  0.0011  0.0061
O  6.0342  9.0526  11.6093  -0.0095  -0.0126  0.0061
O  4.6229  4.9873  16.1146  -0.0024  0.0014  -0.0014
O  6.5946  3.8958  17.6421  -0.0021  -0.0021  0.0009
O  10.5122  10.6712  11.8076  -0.0003  0.0078  -0.0047
O  5.5771  0.4986  13.9864  0.0002  0.0007  -0.0061
O  8.0136  5.0902  15.9387  0.0007  -0.0012  -0.0022
O  9.741  9.8149  15.5508  -0.0005  0.0005  -0.0018
O  -0.4002  5.1532  15.1394  0.0022  0.0003  -0.0034
O  1.5739  6.8292  20.8086  -0.0008  -0.0002  0.0068
O  1.5009  0.633  17.1834  0.0003  -0.0002  0.0002
O  6.5978  1.7655  20.811  0.0004  0.0024  0.0083
O  1.012  1.7948  12.8063  -0.0024  -0.0009  -0.0069
O  3.2418  5.4962  18.3258  0.0002  0.0033  -0.0004
O  9.513  2.0126  11.5791  0.0106  0.001  0.0022
O  1.0099  3.0917  16.1806  -0.0003  0.0003  -0.0013
O  8.5813  5.1398  13.387  0.0056  0.0005  0.0024
O  10.2398  8.5526  13.2728  -0.0088  0.001  0.0052
O  1.4468  9.396  21.684  -0.0007  0.0007  0.0059
O  10.0764  9.9362  20.6186  -0.0021  -0.0029  0.0059
O  3.1778  0.2158  10.8895  -0.0038  -0.0036  -0.0055
O  5.0766  2.3723  10.8243  -0.0006  -0.0018  -0.0062
O  1.7211  4.1516  13.9122  -0.0041  0.0034  0.0028
O  7.9096  10.8571  10.8228  0.0041  0.006  -0.0074
O  9.133  4.4637  18.2356  -0.0033  0.0021  -0.0001
O  5.6323  9.4924  15.7626  0.0008  0.0007  -0.0011
O  5.5176  -0.0223  9.732  0  0.0018  0.0018
O  3.5901  2.3115  13.3942  0.0046  -0.0022  -0.0024
O  1.9806  5.6373  16.0484  -0.0006  -0.0009  -0.0042
O  9.7129  1.0623  14.0393  -0.0037  -0.0029  0.0044
O  4.394  6.9376  11.5187  0.0119  0.0018  0.0086
O  4.7499  4.487  20.2204  -0.0073  -0.0031  -0.0002
O  9.9524  1.3294  16.6535  -0.0006  -0.0011  0.0008
O  6.6826  4.3174  11.641  0.0055  0.01  0.0005
O  5.5845  8.4029  18.5775  -0.0007  0.0003  0.0035
O  9.0777  2.731  20.2761  0.0067  0.0036  0.0002
O  3.598  1.1309  15.781  -0.0013  -0.0022  -0.0016
O  4.2124  3.0754  17.9054  0.0036  0.0009  -0.0024
O  9.9196  7.2183  20.8973  0.0005  -0.0007  0.0072
O  3.3367  8.6707  9.8145  -0.0044  0.0008  0
O  3.9311  7.4217  16.3677  -0.0014  -0.0023  -0.0014
O  7.633  0.4735  15.6935  -0.0003  0  -0.0024
O  8.9156  7.299  15.0459  -0.0008  0.0019  -0.0025
O  3.9318  1.4378  21.153  0.0023  0.0008  0.0082
O  1.5782  9.1371  11.6943  -0.0114  -0.0013  -0.0011
O  2.3588  6.1282  10.1015  0.0054  0.0007  -0.007
O  7.3477  6.4532  18.1568  0.0013  -0.0049  0
O  7.2176  4.3613  21.1227  -0.0009  0  0.0076
O  4.5358  8.2377  13.7865  -0.0055  0.0043  0.0057
O  3.3334  8.6577  19.9583  0.0087  0.0049  -0.0028
O  2.4903  3.2397  19.8784  0.0042  0.0087  -0.0018
O  3.7443  10.3619  17.9702  -0.0048  0.002  -0.0046

Results
free energy: -131310.978 eV
free energy less fixed offsets of O -568.88, P -755.39, Si -635.61 eV per atom: -6.908 eV

The program warned: the cutoff lies below the one the program advises for these potential files; the exchange-correlation potential is rough where the density is thin.
